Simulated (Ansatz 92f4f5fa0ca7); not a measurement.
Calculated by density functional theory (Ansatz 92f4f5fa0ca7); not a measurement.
Periodic cell of 140 atoms, Si84O56, from a study of silicon, its oxide and their interface. The atomic structure is a simulated model.

Settings
functional: r2SCAN
potential files: Ansatz norm-conserving
basis: plane waves
wave-function cutoff: 1300 eV
density cutoff ratio: 4
exchange-correlation grid ratio: 1
k mesh: 2 x 2 x 1, shifted by 0.5 0.5 0.5 of a step
self-consistency stop: 5e-08 eV per atom in the density residual
occupations: Fermi-Dirac, 0.05 eV
spin: none
net charge: 0

Cell vectors (angstrom)
a  10.88  0  0
b  0  10.88  0
c  0  0  20.423

Atoms: element, x, y, z (angstrom)
Si  0.083  -0.8212  -0.5169
Si  3.4571  1.8996  0.0393
Si  0.2539  5.6699  0.0847
Si  2.1136  8.477  0.2728
Si  5.6401  -0.3558  0.2948
Si  7.8928  3.0497  -0.0922
Si  5.596  5.2017  0.4939
Si  7.5804  8.1535  -0.1593
Si  1.6589  1.2567  1.2428
Si  4.1477  3.6893  1.4
Si  1.1927  6.9445  1.8829
Si  3.8239  9.5641  1.4828
Si  6.8625  1.2486  1.3654
Si  9.7196  4.119  1.2093
Si  6.8218  6.8092  1.4726
Si  9.389  9.2311  1.1071
Si  0.3099  2.7489  2.5923
Si  2.6732  0.0185  2.9961
Si  -0.5007  8.088  2.7532
Si  2.7535  5.3164  2.7495
Si  5.5028  2.5454  2.8672
Si  8.3704  -0.1133  2.6541
Si  5.2847  8.1245  2.6859
Si  8.1908  5.5343  2.9306
Si  1.5251  3.9865  4.2
Si  4.0616  1.3515  4.3637
Si  1.0054  9.6318  4.1589
Si  4.1237  6.7899  4.0602
Si  6.7458  4.1393  4.2695
Si  9.6438  1.336  3.9829
Si  6.9625  9.3355  4.1317
Si  9.5606  6.6553  4.3142
Si  -0.1222  0.1472  5.6774
Si  2.789  2.6384  5.7164
Si  0.0426  5.2808  5.5896
Si  2.659  8.1373  5.2124
Si  5.7005  -0.0703  5.5076
Si  8.1842  2.6485  5.584
Si  5.2552  5.398  5.4386
Si  8.1624  8.1366  5.6527
Si  1.1525  1.5058  7.0034
Si  4.0712  4.1416  7.0399
Si  1.5261  6.6656  6.8696
Si  4.0726  9.522  6.5386
Si  6.8533  1.3617  7.0212
Si  9.7012  3.8952  7.0249
Si  6.7748  6.7375  6.679
Si  9.3659  9.7271  6.8527
Si  -0.2844  2.4522  8.6206
Si  2.8375  0.1093  7.9113
Si  -0.1867  7.9189  8.0256
Si  2.5112  5.6137  8.5726
Si  5.7185  2.9674  8.1859
Si  8.1698  0.0583  8.527
Si  5.2711  7.9831  8.0102
Si  8.3942  5.3796  8.1118
Si  0.8032  4.1111  10.0884
Si  4.3837  1.3835  9.2377
Si  2.0302  9.5469  9.511
Si  3.4963  7.6494  9.4711
Si  6.8779  4.7733  9.7597
Si  9.5029  0.9416  10.1899
Si  6.2321  9.8371  9.4862
Si  9.7605  6.5265  9.6753
Si  0.6857  -0.5201  11.8549
Si  3.5904  6.1861  12.128
Si  -3.1292  2.8454  12.0169
Si  6.117  6.6846  13.7978
Si  7.3167  7.5092  11.093
Si  3.855  11.2776  15.2832
Si  -5.7197  13.1184  13.5247
Si  8.6958  3.2901  17.5656
Si  7.1697  3.9119  14.8484
Si  12.232  3.9681  15.6806
Si  2.6429  1.9843  17.5992
Si  3.103  3.2048  11.557
Si  -1.5831  6.3264  18.2778
Si  12.3421  -3.1146  13.4555
Si  0.966  1.2343  14.402
Si  4.1327  -2.4087  14.9881
Si  -0.0714  11.741  17.3308
Si  3.0205  6.0825  19.3506
Si  10.9817  6.5318  15.9715
Si  13.7514  6.1447  16.4808
O  -0.5486  -0.3552  -2.185
O  0.8002  -2.085  -7.9938
O  3.4269  2.5665  -1.497
O  4.5739  0.6977  -0.4957
O  -0.3857  6.6012  -1.1542
O  0.5091  11.6258  -7.4834
O  0.4189  11.463  0.309
O  2.3963  7.5212  -1.1057
O  8.0392  -3.5797  -1.4258
O  8.8885  -6.1148  -2.2104
O  6.8572  4.4123  -0.2674
O  7.8636  2.5162  -1.6629
O  4.4986  6.1548  -0.2875
O  6.4535  9.3355  -0.5367
O  12.3258  6.7771  -3.5548
O  -2.9137  3.3979  16.1564
O  3.6424  4.7432  11.3261
O  3.5172  2.1964  10.3155
O  5.3175  0.1743  10.1119
O  1.9422  10.4545  10.8495
O  0.5875  8.9117  9.1555
O  4.0176  7.4614  11.0969
O  6.5171  6.3396  10.1316
O  10.6884  5.3942  10.4331
O  10.2197  -0.3515  10.9483
O  8.6997  1.6556  11.4045
O  6.7294  8.9542  10.756
O  13.7382  8.3692  14.0403
O  9.011  7.2733  10.9284
O  7.565  4.0629  11.0837
O  1.4371  -7.4833  11.4749
O  -5.1612  3.1465  14.6917
O  10.8453  4.9197  15.6615
O  3.8358  12.1726  16.7412
O  -7.1847  2.6868  13.0501
O  -4.6357  13.1072  12.263
O  4.7312  5.8784  13.2612
O  7.0976  7.0566  12.6613
O  6.7381  5.4876  14.7712
O  9.5556  6.7815  16.7864
O  5.6217  8.0358  14.4323
O  1.7567  5.1399  20.0437
O  -2.6567  14.3555  13.5615
O  4.2812  9.7818  15.8431
O  0.1834  0.6214  15.665
O  12.3568  0.9886  17.9079
O  0.2186  -3.6033  14.5879
O  13.4089  5.0168  15.3358
O  12.1378  2.8517  14.4551
O  1.8604  3.2443  16.9948
O  10.0343  2.371  17.3657
O  -5.8293  0.6892  14.1739
O  3.864  7.2617  16.0641
O  3.4657  5.3911  17.8132
O  2.0298  6.4205  12.6503
O  13.357  0.5057  14.5146

Results
free energy: -35871.644 eV
free energy less fixed offsets of O -463.61, Si -117.95 eV per atom: -1.684 eV
pressure: -2.31 GPa
stress xx, yy, zz, yz, xz, xy (GPa, positive in tension): 1.87, 2.28, 2.78, 1.2, 0.07, -2.16

Forces (eV/angstrom), in the order of the atoms: element, x, y, z
Si  0.358  0.4802  -0.0938
Si  2.1109  0.2476  -3.0472
Si  0.895  0.7304  0.7777
Si  -1.045  0.0183  -1.1643
Si  -1.9208  0.4064  -0.4017
Si  -1.7009  0.8381  0.2326
Si  0.3387  -0.7222  -0.6445
Si  0.3711  1.2398  0.6628
Si  -1.9335  -0.0149  0.4226
Si  -0.2648  0.4675  1.0252
Si  0.6855  -0.6651  -1.6984
Si  1.409  -0.9245  0.3406
Si  1.2026  0.5738  0.6356
Si  -0.7097  -0.1045  0.3314
Si  -0.6809  -0.1914  1.7775
Si  -1.6375  0.6898  -1.5578
Si  -0.6316  -0.2921  0.0499
Si  -0.5445  -0.1793  -0.2802
Si  1.851  1.0198  1.8127
Si  0.4322  0.1223  0.0719
Si  0.0521  0.3135  0.7783
Si  -0.6428  -0.0304  -0.167
Si  1.2335  0.626  0.2974
Si  -0.2767  -1.2872  -1.4056
Si  -0.4914  0.1408  0.0789
Si  1.7009  -1.0323  -0.6973
Si  0.4353  -1.1303  -0.3031
Si  -0.9748  -0.7503  -0.5109
Si  0.8394  -1.5663  -0.9819
Si  -0.1552  0.8933  0.2605
Si  -0.8987  1.0964  -1.5489
Si  -0.7759  0.8253  1.0962
Si  0.594  0.0741  -1.3986
Si  -1.0611  1.3102  0.2374
Si  1.6579  -0.2392  -0.0676
Si  -0.9477  0.3668  1.0064
Si  -0.9537  0.3275  -0.3427
Si  0.6411  0.4168  -0.9424
Si  0.5469  0.2504  0.9965
Si  0.7926  0.1129  -1.2411
Si  1.1794  -0.495  0.5959
Si  -0.6239  0.5988  0.5139
Si  -1.6354  1.0656  -1.5962
Si  0.1983  -0.7087  0.3951
Si  1.2097  0.0083  -0.5016
Si  -1.2578  -0.6339  -0.8795
Si  -0.2368  -1.1455  1.8705
Si  -0.3349  -1.8942  1.6969
Si  1.4669  0.7831  1.2598
Si  0.3185  0.1939  0.0417
Si  0.8668  1.155  0.8368
Si  0.7851  -1.6025  0.8572
Si  -0.7886  0.7921  1.5118
Si  -1.3126  -0.8791  -0.5121
Si  -0.3057  2.2051  0.3893
Si  -1.35  0.8601  0.3506
Si  0.558  0.7165  -1.0272
Si  0.9313  -1.602  0.3683
Si  0.7539  -0.6504  -1.4953
Si  0.402  -1.0472  1.1024
Si  0.9039  -0.946  -1.3003
Si  -0.1366  -0.8569  -0.256
Si  0.2996  -0.2339  -1.336
Si  -0.2754  -0.3212  -0.8534
Si  -1.0384  -0.0542  0.9059
Si  0.4095  -0.0946  -0.8887
Si  -0.3071  -1.5477  3.97
Si  -1.9387  -3.639  1.0159
Si  1.1472  -2.4394  0.5491
Si  1.7222  0.3758  2.0898
Si  1.1606  -2.3483  -1.007
Si  0.0841  -0.7852  0.9406
Si  0.549  -0.0931  -1.9051
Si  -1.1002  -0.0965  -2.3967
Si  2.8563  1.4959  1.2202
Si  -0.093  0.2242  0.2908
Si  -3.5893  1.0465  1.3176
Si  -0.8313  -2.0375  0.5522
Si  2.5487  0.0587  0.2705
Si  1.4376  -2.8482  1.73
Si  1.4225  2.1002  -1.4142
Si  1.4232  -3.7689  -1.2363
Si  -1.0312  -1.3816  0.9089
Si  0.6818  -2.0408  1.0243
O  -0.2345  -1.1894  2.4248
O  -0.595  1.694  0.2333
O  -1.7302  -0.3964  0.358
O  -0.087  0.1209  0.8456
O  1.2241  -0.8297  1.2564
O  0.0804  -1.4375  -0.6876
O  0.5679  -0.0744  -0.1786
O  0.3009  2.2087  0.6934
O  1.6496  -1.5711  -2.1522
O  0.6017  0.108  -0.0676
O  -0.0674  -1.0298  0.4581
O  0.727  0.1028  0.0812
O  -1.657  -0.1613  -1.1924
O  0.1322  0.2252  0.1639
O  -1.8365  0.5574  -0.2043
O  -0.8708  0.4976  -0.4117
O  -0.163  -0.3551  -0.0696
O  -0.9287  1.4001  2.3213
O  -0.9493  0.7097  -1.3747
O  0.0062  0.452  1.1007
O  0.2685  0.3919  -0.0858
O  -0.7971  -1.7172  0.694
O  0.313  0.6348  1.3886
O  0.3679  -0.7117  0.04
O  0.1064  0.878  -0.2399
O  -0.5098  1.5565  0.5298
O  0.7579  -0.7345  1.058
O  -0.9176  0.704  -0.589
O  -2.661  0.7242  -0.4878
O  -0.2786  2.2001  -2.191
O  0.8407  0.1898  -0.8959
O  1.2946  0.8881  0.8318
O  1.5567  -1.3381  0.7098
O  -0.4567  -0.5661  -2.6132
O  -1.0385  0.6128  -2.4294
O  -0.4559  -0.0812  0.814
O  0.2677  1.681  -0.2721
O  1.5379  0.8671  -2.778
O  0.7064  0.7061  -0.0802
O  1.6723  1.2318  -1.2924
O  -1.2463  1.6526  0.6021
O  1.4116  0.2601  -1.3648
O  -1.7867  -0.6534  -0.7931
O  -0.8762  1.749  -0.5873
O  -1.3717  0.0836  1.5697
O  -1.7329  -1.2245  0.3145
O  2.3424  2.0629  -2.8029
O  0.7636  0.918  0.0567
O  -1.0813  -0.4512  0.9622
O  -0.5608  0.3071  -0.2256
O  0.5631  -1.5925  0.163
O  -0.895  1.7472  0.3322
O  0.9748  1.0869  -0.6973
O  -1.3505  1.9752  2.0371
O  0.4083  0.8098  0.3248
O  -1.345  0.1827  0.0364
